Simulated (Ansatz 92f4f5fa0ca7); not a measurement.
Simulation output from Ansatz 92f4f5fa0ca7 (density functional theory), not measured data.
Periodic cell of 282 atoms, Si194O88, from a study of silicon, its oxide and their interface. The atomic structure is a simulated model.
Doubt: the cutoff is far below the 930 eV that the study's wrapper takes by default for these files, so forces and energies are approximate.
This geometry differs little from another in the collection (a relaxation step or a small displacement).

Settings
functional: PBE
potential files: Ansatz PAW
basis: plane waves
wave-function cutoff: 580 eV
density cutoff ratio: 5
exchange-correlation grid ratio: 1
k mesh: 1 x 1 x 1, Gamma-centred
self-consistency stop: 5e-08 eV per atom in the density residual
occupations: fixed
spin: none
net charge: 0

Cell vectors (angstrom)
a	11.6015	0	0
b	0	10.938	0
c	0	0	40.2695

Atoms and the computed forces on them: element, x, y, z (angstrom), force x, y, z (eV/angstrom)
Si	0	0	0.9665	-0.0042	0.0265	-0.0127
Si	3.8672	0	0.9665	0.0061	0.0261	-0.0048
Si	7.7343	0	0.9665	-0.0008	0.0503	0.0029
Si	1.9336	1.3673	0.9665	-0.0006	-0.0631	-0.0099
Si	5.8008	1.3673	0.9665	0.0007	-0.0384	-0.0008
Si	9.6679	1.3673	0.9665	0	-0.0493	0.0002
Si	0	5.469	0.9665	0.0075	0.045	-0.0014
Si	3.8672	5.469	0.9665	-0.004	0.0165	0.0046
Si	7.7343	5.469	0.9665	-0.004	0.0141	0.021
Si	1.9336	6.8362	0.9665	0.0042	-0.045	-0.0043
Si	5.8008	6.8362	0.9665	-0.0012	-0.0416	0.0009
Si	9.6679	6.8362	0.9665	-0.0026	-0.0612	0.015
Si	1.9336	2.7345	39.3024	0.0228	0.079	-0.0236
Si	5.8008	2.7345	39.3024	0.0076	0.0354	0.0004
Si	9.6679	2.7345	39.3024	0.0166	0.0508	-0.0066
Si	0	4.1018	39.3024	0.0043	-0.0472	-0.0101
Si	3.8672	4.1018	39.3024	0.0202	0.0064	0.0221
Si	7.7343	4.1018	39.3024	0.0202	0.0377	0.0485
Si	1.9336	8.2035	39.3024	0.0143	0.0435	-0.0042
Si	5.8008	8.2035	39.3024	0.0204	0.0285	0.0023
Si	9.6679	8.2035	39.3024	0.0143	0.0186	0.0226
Si	0	9.5708	39.3024	0.0257	-0.0442	-0.0197
Si	3.8672	9.5708	39.3024	0.0102	-0.0231	-0.0019
Si	7.7343	9.5708	39.3024	0.0126	-0.0417	-0.0004
Si	0	0	4.8337	-0.0911	0.0328	-0.1262
Si	3.8672	0	4.8337	-0.0308	0.0191	-0.0452
Si	7.7343	0	4.8337	-0.0177	0.0545	0.079
Si	1.9336	1.3673	4.8337	-0.0509	-0.004	0.0704
Si	5.8008	1.3673	4.8337	-0.0196	-0.0536	-0.0037
Si	9.6679	1.3673	4.8337	-0.0581	-0.0185	0.0296
Si	0	5.469	4.8337	-0.0537	0.0598	-0.0281
Si	3.8672	5.469	4.8337	-0.0349	-0.0081	0.0081
Si	7.7343	5.469	4.8337	-0.0278	0.0104	0.0886
Si	1.9336	6.8362	4.8337	-0.04	-0.0675	-0.004
Si	5.8008	6.8362	4.8337	-0.0153	-0.0346	0.0126
Si	9.6679	6.8362	4.8337	-0.0743	-0.0299	0.2558
Si	1.9336	2.7345	2.9001	-0.0145	0.039	-0.0055
Si	5.8008	2.7345	2.9001	-0.018	0.0326	-0.0019
Si	9.6679	2.7345	2.9001	-0.0149	0.0442	0.0094
Si	0	4.1018	2.9001	-0.0225	-0.0309	-0.0089
Si	3.8672	4.1018	2.9001	-0.0053	-0.0106	-0.0029
Si	7.7343	4.1018	2.9001	-0.0153	-0.0348	0.0155
Si	1.9336	8.2035	2.9001	-0.0108	0.0316	-0.0072
Si	5.8008	8.2035	2.9001	-0.0164	0.0286	-0.0066
Si	9.6679	8.2035	2.9001	-0.0161	0.0869	0.0316
Si	0	9.5708	2.9001	-0.012	0.004	-0.0207
Si	3.8672	9.5708	2.9001	-0.0209	-0.0066	-0.0126
Si	7.7343	9.5708	2.9001	-0.0134	-0.0554	0.0173
Si	0.3481	-0.0101	29.4859	0.0013	-0.0109	-0.0076
Si	3.965	-0.1308	29.6929	-0.0029	-0.0156	-0.0047
Si	7.8975	-0.0034	29.5342	0.0048	-0.0113	-0.011
Si	2.2223	1.4083	29.5656	0.0074	0.0088	-0.0151
Si	5.8994	1.2738	29.5835	-0.0072	0.013	-0.0086
Si	9.9032	1.2543	29.4781	-0.0022	0.0099	-0.007
Si	-0.0607	5.5262	29.5234	-0.0026	-0.0106	-0.0168
Si	4.1033	5.6024	29.7402	-0.0014	-0.0128	-0.0042
Si	7.9829	5.3858	30.0395	0.0062	-0.021	-0.0112
Si	2.0261	6.7377	29.5209	0.0036	0.0072	-0.0017
Si	6.1504	6.8177	29.6023	0.0023	0.0115	-0.0138
Si	9.7079	6.9575	29.8588	-0.0084	0.0172	-0.0061
Si	2.0733	2.87	31.4452	0.0017	0.0117	-0.001
Si	5.8635	2.6617	31.5742	-0.0027	0.009	0.0046
Si	9.8242	2.6278	31.5139	-0.0025	0.0093	0.0016
Si	0.0678	4.1401	31.4847	0.001	-0.0113	0.0108
Si	4.0297	4.1916	31.6495	-0.002	-0.0047	0.0007
Si	7.8452	3.9301	31.8037	0.0038	-0.0059	0.0013
Si	2.0115	8.1163	31.5192	0.0005	0.0038	0.0022
Si	5.9826	8.1748	31.5595	0.0042	0.0112	0.0062
Si	9.7981	8.3522	31.6897	-0.0007	0.0036	0.0012
Si	0.1752	9.6267	31.5186	0.0028	-0.008	0.0058
Si	3.9882	9.4455	31.599	-0.0022	-0.0045	-0.0039
Si	7.8388	9.6514	31.5684	-0.0022	-0.0057	0.0051
Si	0.1358	0.0233	33.4745	-0.0024	0.0032	-0.0105
Si	3.9225	-0.0341	33.4833	0.0018	0.0035	-0.0058
Si	7.8124	0.0378	33.5115	0.0035	0.0046	-0.0092
Si	2.0409	1.4191	33.3992	-0.0006	-0.0042	-0.0016
Si	5.8447	1.3353	33.5185	0.0016	-0.003	-0.0087
Si	9.7859	1.3419	33.4903	-0.0017	-0.0059	-0.005
Si	0.0641	5.4587	33.4728	0.0012	0.0032	-0.0093
Si	3.9591	5.4987	33.5789	-0.0025	0.0029	-0.0102
Si	7.8308	5.444	33.604	-0.0024	0.0013	-0.006
Si	1.9974	6.8141	33.4952	0.0008	-0.0078	-0.0073
Si	5.9122	6.8243	33.5167	0.0022	-0.0039	-0.008
Si	9.7516	6.846	33.5294	0.0028	-0.002	-0.0111
Si	1.9898	2.7286	35.4014	0	0.0011	-0.0044
Si	5.8412	2.7289	35.4379	-0.0028	0.0002	-0.002
Si	9.7362	2.7207	35.427	0.0016	0.0016	0.0004
Si	0.0551	4.1002	35.4202	-0.0029	-0.0009	-0.0013
Si	3.9156	4.0971	35.4647	0.0003	0.0007	0.0002
Si	7.7939	4.0688	35.4909	-0.0004	0.0027	-0.006
Si	1.9771	8.1929	35.4286	-0.0023	0.0016	-0.0008
Si	5.8568	8.216	35.4333	0.0016	0.0015	-0.0055
Si	9.7303	8.2193	35.4483	-0.0031	0.0023	-0.0043
Si	0.07	9.5844	35.4184	0.0021	-0.0036	-0.0025
Si	3.9034	9.5644	35.4353	-0.0023	-0.0005	-0.0036
Si	7.7909	9.5793	35.4308	-0.001	-0.0044	0
Si	0	0	37.3688	0.0578	0.0391	-0.0483
Si	3.8672	0	37.3688	0.0239	0.008	-0.0112
Si	7.7343	0	37.3688	0.0521	0.0665	-0.0157
Si	1.9336	1.3673	37.3688	0.0308	-0.0315	-0.1839
Si	5.8008	1.3673	37.3688	0.0245	-0.0793	0.0169
Si	9.6679	1.3673	37.3688	0.0823	-0.0876	-0.0267
Si	0	5.469	37.3688	0.0693	0.0097	-0.0901
Si	3.8672	5.469	37.3688	0.0237	0.0604	0.1647
Si	7.7343	5.469	37.3688	0.0393	0.0139	0.2383
Si	1.9336	6.8362	37.3688	0.0239	-0.0698	-0.0207
Si	5.8008	6.8362	37.3688	0.0338	-0.0083	-0.0636
Si	9.6679	6.8362	37.3688	0.0728	-0.0009	0.0304
Si	1.8742	2.7432	6.7732	0.0007	0.0013	0.0019
Si	5.7626	2.7269	6.7691	-0.0003	0.0014	-0.0012
Si	9.6173	2.7349	6.7748	0.0017	-0.0003	0.0009
Si	-0.0627	4.1119	6.7666	0.0009	-0.0034	-0.0038
Si	3.8274	4.095	6.7672	0.0013	-0.0014	0.0012
Si	7.6844	4.1065	6.7859	-0.0012	-0.0009	0.0009
Si	1.8739	8.2075	6.759	0.0001	-0.0004	-0.0005
Si	5.7656	8.21	6.7629	0.0026	0.0011	0.0018
Si	9.6013	8.1891	6.8188	-0.0014	0.0053	0.0012
Si	-0.0616	9.5569	6.7382	0.0015	0.0015	0
Si	3.8172	9.5609	6.7538	-0.0012	0.0015	0.0004
Si	7.6884	9.5822	6.7847	0.0011	-0.0028	-0.0042
Si	-0.0806	-0.0392	8.6641	-0.0018	0.002	0.001
Si	3.7807	0.0195	8.6552	0.0019	0.0038	0.0013
Si	7.6814	-0.001	8.7398	0.0002	0.0052	0.0061
Si	1.847	1.3691	8.7087	0	-0.0036	0.0045
Si	5.7284	1.3554	8.7032	-0.001	-0.0064	0.0027
Si	9.6071	1.3447	8.6978	-0.002	-0.0039	0.0044
Si	-0.1269	5.4952	8.6905	0.0007	0.0057	0.0056
Si	3.7977	5.5248	8.6538	-0.0039	0.0011	0.0075
Si	7.6414	5.4432	8.7552	0.0022	0.0024	0.0061
Si	1.8413	6.8174	8.6734	0.0024	-0.0034	0.0016
Si	5.7388	6.8688	8.7124	0.0004	-0.0029	0.0011
Si	9.5373	6.838	8.8093	-0.0004	-0.0029	0.0057
Si	1.8328	2.8688	10.5677	-0.0047	0.0078	0.0006
Si	5.6171	2.7937	10.5778	-0.0004	0.0042	0.0023
Si	9.5591	2.6168	10.6904	0.0027	0.0094	-0.0058
Si	-0.1548	4.0916	10.5761	0.0008	-0.0053	-0.0029
Si	3.7682	4.2444	10.6128	0.0027	-0.0073	-0.0093
Si	7.6383	4.0157	10.6749	-0.0063	-0.0051	-0.005
Si	1.8573	8.1334	10.6219	0.0012	0.0048	-0.0043
Si	5.7107	8.3406	10.5868	0.0006	0.0047	0.0022
Si	9.5054	8.0705	10.8881	0.0004	0.0095	-0.0101
Si	-0.1481	9.3789	10.4848	-0.0038	-0.0016	0.0026
Si	3.7168	9.6237	10.5852	-0.0009	-0.0109	-0.0051
Si	7.68	9.6293	10.7316	-0.0008	-0.0099	-0.002
Si	-0.1006	-0.126	12.2725	0.0087	-0.0117	-0.0049
Si	3.5234	0.1092	12.4793	-0.003	-0.0047	0.0048
Si	7.409	0.1456	12.6375	-0.0142	-0.0075	0.0057
Si	1.6071	1.4667	12.4074	-0.0026	0.0068	-0.0005
Si	5.4898	1.4684	12.5092	0.0094	0.0031	-0.0047
Si	9.5953	1.2014	12.678	0.0035	0.0065	0.004
Si	-0.0585	5.3607	12.5614	-0.0081	-0.0122	-0.0014
Si	3.9002	5.5984	12.5941	-0.0034	-0.0144	0.0037
Si	7.4924	5.329	12.6496	-0.0197	-0.0138	0.0031
Si	1.8602	6.78	12.6138	0.0037	0.0131	-0.0005
Si	5.8343	6.963	12.4594	0.0073	0.0157	0.0018
Si	9.5465	6.5298	12.9306	0.0156	0.0135	0.015
O	-4.0734	-15.8355	25.3208	0.0011	-0.0001	-0.0112
O	8.1831	2.6922	20.1608	-0.0005	-0.0015	-0.0022
O	0.8901	-3.6122	25.2042	-0.0013	-0.0026	-0.0044
O	11.7569	5.9555	23.0269	-0.0022	0.0002	-0.0012
O	6.6937	10.3445	13.9629	0.0006	-0.0097	0.0035
O	1.219	13.0011	13.9454	0.0032	-0.0042	-0.0027
O	6.2174	7.756	13.8822	0.0034	0.0002	-0.0009
O	5.4521	2.3024	13.949	-0.0001	-0.0062	0.0023
O	1.8378	7.719	13.9976	0	-0.0088	0.0008
O	6.3821	-10.0866	24.8894	0.0003	0.0022	-0.0038
O	10.0797	2.1532	13.9723	0.0001	0.0019	0.0002
O	3.9394	-1.7696	18.2567	0.0003	-0.0009	-0.0018
O	7.2426	-9.6991	22.2677	-0.0005	-0.0009	-0.0021
O	2.4035	9.2256	26.0365	-0.0001	-0.0043	-0.005
O	4.2031	4.4021	28.6137	-0.0075	0.0068	-0.0002
O	-0.5964	4.6492	28.1768	0.0059	0.0072	-0.0001
O	-1.6836	13.1649	28.1173	0.0007	-0.0081	-0.0042
O	12.4379	-0.9463	28.1582	-0.0049	0.007	0.0019
O	3.5715	9.8859	28.3336	0.0024	0.0059	-0.0017
O	6.9869	3.5869	24.6432	-0.0034	-0.001	-0.0111
O	6.6224	7.653	28.2131	-0.0029	-0.0056	-0.0004
O	2.5357	1.8439	27.9617	-0.001	0.001	0.001
O	9.3225	7.7657	28.4371	0.0086	-0.0055	0.0002
O	7.8612	9.9947	28.1541	0.0013	0.0086	0.0019
Si	13.393	4.3186	19.4186	0.0013	-0.003	-0.0004
Si	19.3978	-8.2395	21.7306	0.0045	-0.0026	0.0043
Si	-7.4395	-10.9344	21.6593	-0.0041	-0.0047	-0.0011
Si	12.9551	15.9813	22.3501	0.0014	0.0009	-0.0019
Si	-17.8315	8.062	21.1488	0.0011	0.0028	-0.0024
Si	2.5687	-12.2985	19.0258	0.0025	0.0024	0.0057
Si	10.5266	-11.5043	21.3521	0.0033	-0.002	0.0041
Si	8.0007	19.3662	27.7193	-0.0019	-0.0024	-0.0058
Si	5.5845	3.3469	17.687	-0.0036	0.0001	-0.0092
Si	-7.182	-4.976	18.8122	0.002	0.0031	0.0036
Si	26.2077	-19.779	26.4213	0.0007	0.0019	0.0051
Si	-14.6893	13.5278	18.567	-0.0042	-0.0001	-0.0051
Si	12.0194	-1.6271	16.9118	0.0079	0.0021	-0.0068
Si	4.9932	8.3342	17.3649	-0.0046	0.002	-0.0014
Si	4.8434	12.0604	24.3964	0.0041	-0.0057	-0.0044
Si	23.1428	6.139	24.6565	-0.0017	-0.0008	0.0042
Si	-23.7861	-6.9024	17.2509	0.0026	-0.0035	-0.0033
Si	33.0566	-22.1181	18.3356	0.0038	0.0042	0.0027
Si	5.4888	3.8291	14.5218	-0.0019	-0.0024	0.0049
Si	8.6045	-14.6747	25.0027	-0.0045	0.0076	0.0108
Si	-7.5835	-4.5515	23.3819	0.0023	-0.0002	-0.0032
Si	-15.7584	0.4431	23.7123	-0.0015	-0.0023	0.002
Si	3.5432	-42.1085	19.3412	-0.0023	-0.004	-0.0004
Si	7.9733	-2.4939	17.3369	-0.0044	0.0034	-0.0044
Si	-4.1055	4.5223	25.8665	0.0019	-0.0026	0.0149
Si	12.33	14.2279	24.6022	-0.0006	-0.0042	0.0032
Si	9.6134	3.8137	27.8709	-0.0035	0.0036	-0.0043
Si	-1.5195	-4.0773	16.1126	-0.0005	-0.0055	-0.003
Si	19.587	8.7552	22.4106	-0.0009	-0.0003	-0.0041
Si	11.4828	13.7963	14.4854	-0.0024	-0.0046	0.0013
Si	1.7512	20.2691	14.2634	-0.0008	0.0057	0.0028
Si	-6.4491	-7.3289	27.5805	0.0054	0.0031	0.0054
Si	-20.957	-2.8103	24.8341	0.0011	0.01	0.0043
Si	13.3917	-23.369	21.8951	0.0015	0.0019	-0.0036
Si	9.9561	-20.1239	23.3469	-0.0023	0.0008	-0.0015
Si	2.2211	-1.7164	27.6674	0.0038	-0.0008	-0.0015
Si	5.8215	-7.1357	23.5113	0.0027	0.001	0.0025
Si	29.6361	9.0266	14.87	0.001	0.0098	0.0005
O	0.0067	4.3708	13.8938	-0.0023	0.0068	-0.0009
O	-3.836	-1.9288	15.8144	-0.0096	-0.0018	-0.0037
O	-0.9069	-16.4696	16.448	-0.0016	0.0015	0.0021
O	4.4714	-4.1574	17.3828	0.0005	-0.0021	-0.0015
O	8.8504	-1.5195	18.2826	-0.0012	-0.0029	-0.0011
O	2.3731	-13.0733	20.4872	-0.0026	-0.0025	-0.0061
O	14.3899	5.8077	22.4749	0.0013	0.0015	-0.0018
O	2.5051	-19.0092	19.6273	-0.0024	0.0036	-0.0041
O	6.6043	-18.0982	22.0601	-0.0025	0.0017	-0.0042
O	4.5734	-8.8104	18.1486	0.0022	0.0023	-0.0025
O	8.9747	1.0959	18.1343	-0.0008	0.0002	-0.0025
O	4.8684	-1.3133	20.9594	0.0017	-0.0001	-0.001
O	11.0456	-30.476	24.3672	0.0021	0.0021	-0.0039
O	-27.5784	9.8144	23.3801	0.0004	-0.0012	-0.004
O	-1.521	-15.3091	25.1695	0.0027	-0.0005	-0.0053
O	29.7066	-13.5661	18.0264	0.0043	0.0005	-0.0009
O	7.1405	-8.0422	17.7628	0.0042	-0.0015	0.0015
O	1.684	-19.4085	25.5913	0.0024	0.0015	-0.0046
O	-6.4724	-1.9268	15.8783	0.0072	-0.0011	-0.0071
O	17.3667	2.2457	28.2359	0.0035	-0.0115	-0.0003
O	8.7841	-14.835	17.1096	0.0012	0.0001	0.0006
O	36.9164	18.5985	28.1426	-0.0023	-0.0057	-0.0076
O	3.4885	-25.7587	24.7806	-0.0005	-0.0015	-0.0025
O	0.3656	9.8666	13.5739	-0.0056	0.001	0.0043
O	4.7331	35.4132	23.6869	-0.0003	0.0016	-0.0028
O	4.9359	-14.8993	19.999	-0.0016	-0.0021	-0.0026
O	16.2719	-10.8836	23.1896	-0.0003	0.0006	0.0002
O	-2.6546	0.8098	24.2332	0.0006	-0.0003	-0.0047
O	-0.9859	-10.1089	22.1785	-0.001	-0.0009	-0.0029
O	4.1844	4.6427	13.9389	0.0011	0.006	-0.0018
O	2.1575	-35.0037	23.3222	-0.0002	-0.0027	0.0004
O	13.0454	3.6258	23.1706	-0.0013	-0.0019	-0.0035
O	2.6588	0.2908	19.0112	0.0002	-0.0001	-0.002
O	0.6917	-17.6385	18.233	-0.0018	0.0019	-0.0006
O	11.4219	2.9207	16.114	-0.0028	0.0032	0.0019
O	24.7876	-23.1484	15.8381	-0.0063	-0.0039	-0.0004
O	14.4924	16.411	19.0755	-0.0015	-0.0018	-0.003
O	2.5223	10.9015	21.8676	-0.0008	0.0008	-0.0034
O	8.5227	-14.2539	23.4396	0.0008	-0.0004	-0.0041
O	-1.8875	3.6059	18.1374	0.0003	0.0007	-0.0031
O	-2.6302	4.0169	26.3765	0.0013	-0.0012	-0.0052
O	-4.5987	-2.8328	21.2837	0.0002	-0.0005	-0.0011
O	5.3225	3.7718	16.1346	0.0001	-0.0009	0.0036
O	6.91	4.5165	14.0195	0.0072	0.0046	-0.0037
O	14.7495	10.0268	13.7594	0.0006	0.0025	-0.0007
O	-7.8311	0.8847	25.6068	-0.0046	-0.0002	-0.0033
O	-2.4414	-40.7642	22.6056	-0.0028	-0.0002	-0.0047
O	-0.4016	7.9926	16.4476	0	-0.0013	0.0003
O	22.2115	-0.2038	19.7732	-0.0025	-0.0009	-0.0038
O	10.9738	-0.3865	17.1495	-0.0022	-0.0009	-0.0029
O	0.3188	4.6959	25.3268	0	0.0013	-0.006
O	5.0606	-16.6726	23.7239	0	0.0003	-0.0032
O	8.4142	4.2742	28.8685	-0.0079	0.0066	0.003
O	21.2723	7.0177	14.5279	-0.0016	-0.0006	-0.0199
O	-14.0097	-12.3751	21.6316	-0.0015	0.0006	-0.0032
O	-10.5793	-17.1229	20.7927	-0.0001	-0.0014	-0.0017
O	8.2725	8.3769	26.1022	0.0026	-0.002	-0.0083
O	4.4394	1.2914	20.6832	-0.0005	0.0009	-0.004
O	12.8283	-1.898	18.2878	-0.0055	-0.0019	-0.0069
O	-18.4233	7.5504	22.5653	-0.0014	-0.0042	-0.0018
O	6.369	26.4045	27.0471	0.0033	0.0028	-0.0068
O	23.3844	-45.2265	21.8132	-0.0023	0.001	-0.0046
O	4.1251	-7.6513	26.3634	-0.0106	-0.0059	-0.0097
O	16.9685	15.5757	18.6764	-0.0014	-0.0014	-0.0013

Results
free energy: -173369.615 eV
free energy less fixed offsets of O -568.88, Si -635.61 eV per atom: 0.165 eV

The program warned: the cutoff lies below the one the program advises for these potential files; the exchange-correlation potential is rough where the density is thin.
